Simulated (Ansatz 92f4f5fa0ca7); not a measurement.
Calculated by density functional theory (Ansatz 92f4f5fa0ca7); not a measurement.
Periodic cell of 226 atoms, Si133O92P1, from a study of silicon, its oxide and their interface. The atomic structure is a simulated model.
Doubt: the cutoff is far below the 930 eV that the study's wrapper takes by default for these files, so forces and energies are approximate.

Settings
functional: PBE
potential files: Ansatz PAW
basis: plane waves
wave-function cutoff: 580 eV
density cutoff ratio: 5
exchange-correlation grid ratio: 1
k mesh: 1 x 1 x 1, Gamma-centred
self-consistency stop: 5e-08 eV per atom in the density residual
occupations: fixed
spin: none
net charge: +1 e, with a uniform compensating background and no finite-size correction

Cell vectors (angstrom)
a  10.938  0  0
b  0  10.938  0
c  0  0  31.9494

Atoms: element, x, y, z (angstrom)
Si  10.6244  0.0049  24.4258
Si  5.0771  0.1323  24.6702
Si  2.8203  2.2989  24.5408
Si  8.5677  2.4422  24.572
Si  10.7108  5.5968  24.3439
Si  5.1579  5.6191  24.46
Si  2.986  7.96  24.4137
Si  8.4173  7.8406  24.4252
Si  1.2914  1.1321  25.8476
Si  6.8141  1.3324  25.7561
Si  3.9846  4.0147  25.7447
Si  9.6881  4.027  25.8601
Si  1.3393  6.7989  25.6859
Si  6.8049  6.7275  25.7585
Si  3.999  9.4751  25.9631
Si  9.4844  9.4443  25.8139
Si  2.6333  -0.1302  27.3092
Si  8.1464  -0.0625  27.1595
Si  0.0831  2.6599  27.2231
Si  5.4539  2.7305  27.1253
Si  2.6706  5.4222  27.126
Si  8.1965  5.3782  27.1458
Si  0.0176  8.1611  27.1472
Si  5.5115  8.1482  27.1921
Si  4.0913  1.34  28.5074
Si  9.5461  1.3178  28.5156
Si  1.3978  4.0712  28.5884
Si  6.8101  4.0692  28.5374
Si  4.0824  6.7762  28.4975
Si  9.5644  6.7867  28.489
Si  1.2836  9.4776  28.6629
Si  6.8282  9.5394  28.5836
Si  -0.0467  -0.0202  29.9503
Si  5.4517  -0.0093  29.909
Si  2.7706  2.7189  29.9218
Si  8.1836  2.7064  29.8854
Si  -0.0219  5.4402  29.9052
Si  5.4555  5.4497  29.9057
Si  2.7361  8.1466  29.924
Si  8.2214  8.1737  29.9008
Si  1.3639  1.3747  31.277
Si  6.825  1.3696  31.2698
Si  4.1129  4.0867  31.2949
Si  9.5432  4.0804  31.2667
Si  1.3563  6.8075  31.2861
Si  6.8291  6.838  31.2717
Si  4.0907  9.5608  31.2733
Si  9.5481  9.5452  31.3057
Si  2.7399  0.008  0.6937
Si  8.1964  0.0208  0.6787
Si  -0.0069  2.7516  0.7042
Si  5.4876  2.7462  0.7138
Si  2.7357  5.4606  0.6938
Si  8.2045  5.4749  0.6932
Si  0.011  8.2068  0.7191
Si  5.4757  8.2301  0.7063
Si  4.0989  1.3998  2.072
Si  9.589  1.3429  2.0561
Si  1.3514  4.1422  2.0681
Si  6.8294  4.1439  2.0739
Si  4.088  6.8524  2.044
Si  9.5745  6.8355  2.0792
Si  1.3718  9.6153  2.0726
Si  6.8579  9.6292  2.0564
Si  0.0318  0.0371  3.4853
Si  5.4803  0.0377  3.45
Si  2.6922  2.7654  3.4002
Si  8.2636  2.7841  3.3638
Si  0.0155  5.5034  3.4936
Si  5.4654  5.5414  3.4291
Si  2.7346  8.2409  3.3981
Si  8.2407  8.2861  3.3823
Si  1.3721  1.4502  4.8477
P  6.9281  1.4761  4.6829
Si  4.0472  4.1578  4.7238
Si  9.6019  4.0721  4.8246
Si  1.3546  6.9665  4.839
Si  6.8373  6.9869  4.7307
Si  4.0971  9.5695  4.8075
Si  9.62  9.5703  4.8186
Si  2.7562  0.0343  6.1307
Si  8.2773  0.1213  6.0415
Si  0.0326  2.7893  6.322
Si  5.5315  2.8101  5.9678
Si  2.7486  5.5894  6.1359
Si  8.2547  5.6082  5.9598
Si  0.0408  8.3065  6.3697
Si  5.504  8.2929  6.2215
Si  4.4474  1.1786  7.2677
Si  9.8046  1.1539  7.6132
Si  1.1843  4.5034  7.5156
Si  6.6532  4.511  7.208
Si  4.3204  6.6893  7.5254
Si  9.7289  6.6134  7.5065
Si  1.277  9.9299  7.6848
Si  6.714  9.9719  7.3741
O  9.5878  1.2482  23.9885
O  4.1093  6.8142  23.9556
O  4.0126  1.2477  24.0376
O  9.5388  6.7109  23.9064
O  -0.0295  5.5411  8.014
O  5.5943  0.1509  7.897
O  0.0397  0.0583  8.1107
O  5.4848  5.5278  7.8074
O  7.5694  3.9172  8.4198
O  8.7306  7.0367  8.7729
O  2.1771  9.4455  9.0257
O  8.8914  1.6618  8.9208
O  7.6586  9.476  8.6419
O  3.649  1.9121  8.4976
O  3.6042  7.2154  8.9425
O  2.0651  4.0392  8.8425
O  8.1376  3.4967  23.3682
O  0.4533  4.9444  22.959
O  1.9061  2.7564  23.2499
O  5.8294  4.9152  23.1234
O  5.5334  10.008  23.5024
O  2.4427  8.6947  23.0276
O  0.1916  10.0785  23.0879
O  7.7896  8.5839  23.0802
Si  8.6594  7.7044  18.4429
Si  8.7874  6.3577  13.624
Si  3.7901  1.5416  14.728
Si  2.1377  5.7545  17.6243
Si  2.4188  3.1529  19.4949
Si  9.8133  9.032  12.0718
Si  1.3324  9.4276  22.0809
Si  9.17  0.966  13.1975
Si  1.4218  5.0459  13.0137
Si  1.7936  8.2481  12.811
Si  6.6573  9.5648  22.4289
Si  4.5251  4.604  15.7016
Si  8.2015  3.0014  9.5794
Si  0.842  8.2552  19.2622
Si  6.9569  1.3585  21.091
Si  8.2352  8.3312  9.6511
Si  10.8966  5.2032  15.598
Si  7.568  9.5012  16.3176
Si  9.9361  2.0708  20.2995
Si  3.2181  8.5051  9.9083
Si  6.695  3.3578  17.408
Si  1.1686  0.2186  19.8067
Si  3.2429  2.803  12.2807
Si  7.2169  5.4017  19.6887
Si  5.7485  8.6789  11.5347
Si  5.7928  6.0747  13.1985
Si  4.6332  9.7121  17.6252
Si  1.0259  3.6099  22.1803
Si  4.9006  1.4923  18.8015
Si  3.2191  3.1023  9.5004
Si  6.4485  10.821  13.792
Si  10.3477  0.1215  15.9723
Si  5.6735  3.6533  11.1664
Si  9.8334  3.8961  11.8939
Si  2.34  9.9243  15.5426
Si  6.0773  8.1321  19.8034
Si  6.9347  3.9785  22.3812
Si  9.7572  2.7844  17.3658
O  7.1994  6.3798  13.9787
O  1.8812  7.0674  18.6718
O  10.2958  4.0368  16.5188
O  6.166  9.9621  17.0541
O  10.1452  0.7109  14.4698
O  8.4469  6.1235  18.8637
O  5.1674  0.6857  14.4333
O  5.7196  2.0632  17.5208
O  8.3509  1.957  20.551
O  1.9945  4.3084  18.4058
O  6.9686  2.7881  10.6499
O  4.8808  2.7055  12.2305
O  6.0276  4.3976  16.3407
O  4.5768  3.935  9.9554
O  10.6938  2.7871  21.5576
O  9.7322  6.1589  14.954
O  6.0086  6.4961  19.8445
O  4.0845  0.1792  18.2805
O  9.2571  10.5526  12.2782
O  2.8487  4.3463  12.6769
O  1.9154  10.7089  21.2123
O  3.9966  2.7306  19.3843
O  0.7267  10.0446  15.9612
O  1.2754  9.8136  18.8373
O  1.7153  1.6734  19.2769
O  8.9378  10.3942  16.4977
O  4.873  8.5913  18.7957
O  9.5754  8.7688  10.4762
O  6.7426  4.0986  18.8553
O  2.8403  1.7165  13.3966
O  5.8323  8.7818  21.2678
O  2.5857  2.412  10.8441
O  7.6145  4.8552  21.176
O  5.2237  7.4774  12.5392
O  0.4309  9.0607  12.494
O  7.5786  1.0589  13.5783
O  7.1067  9.6345  14.7454
O  8.9728  5.0304  12.686
O  8.0937  8.0396  16.9129
O  6.2169  2.5789  21.9042
O  2.4527  9.061  14.1093
O  0.4179  4.4824  11.8548
O  0.8173  8.324  20.9349
O  9.3788  3.8254  10.3362
O  9.6498  2.3845  12.5251
O  7.6217  8.5713  19.3929
O  2.5546  8.1642  11.3627
O  3.9747  3.0617  15.3684
O  0.8432  4.4839  14.4311
O  10.0572  3.0086  18.9572
O  9.1391  7.8011  12.9293
O  10.5166  0.5488  20.0827
O  6.0514  5.0379  11.9421
O  8.1562  2.7583  17.0168
O  3.5347  5.4836  16.7229
O  4.6614  9.143  10.3819
O  1.5339  6.6669  13.1706
O  4.7578  5.4938  14.3353
O  2.0513  3.8635  20.9257
O  10.547  1.4133  16.953
O  0.9499  6.0735  16.5469
O  7.3462  10.9577  21.9301
O  5.9369  0.9217  19.9157
O  6.065  10.0321  12.4052
O  2.8405  0.5483  15.5952
O  7.0509  8.0458  10.748
O  10.2447  8.0243  18.69
O  3.445  9.2048  16.5776

Results
free energy: -137633.686 eV
free energy less fixed offsets of O -568.88, P -755.39, Si -635.61 eV per atom: -5.206 eV

Forces (eV/angstrom), in the order of the atoms: element, x, y, z
Si  0.0321  -0.0094  -0.2308
Si  -0.0099  -0.0265  -0.1719
Si  -0.0328  0.0133  -0.2173
Si  0.0088  0.0291  -0.1893
Si  -0.0159  -0.0458  -0.197
Si  0.0083  -0.008  -0.2214
Si  -0.0048  0.0326  -0.1907
Si  -0.0167  -0.0062  -0.2108
Si  0.008  -0.002  0.0686
Si  0.0332  0.0048  -0.0002
Si  -0.0015  0.0149  0.0039
Si  0.0269  0.0229  0.0366
Si  0.028  0.0136  -0.0094
Si  0.0054  0.0141  0.0515
Si  0.002  -0.0131  0.0518
Si  0.012  0.011  0.0094
Si  -0.036  -0.0215  0.0093
Si  -0.0673  -0.0493  -0.011
Si  0.0101  0.0094  0.0032
Si  0.0073  0.0207  -0.0288
Si  -0.0432  -0.0484  -0.0428
Si  -0.0325  -0.0248  -0.039
Si  -0.0259  -0.008  -0.0347
Si  0.0113  -0.0022  -0.0133
Si  -0.0672  -0.0734  0.0363
Si  0.0398  0.0591  0.035
Si  -0.1035  0.0116  -0.0868
Si  0.0037  0.0128  -0.0174
Si  0.0216  0.0909  0.0568
Si  -0.0427  0.0072  0.0741
Si  0.1102  0.0978  -0.1914
Si  -0.0263  0.0024  -0.0792
Si  -0.0198  0.0475  0.0372
Si  -0.0155  0.0148  -0.0078
Si  0.0139  -0.0761  0.0095
Si  0.0491  -0.0171  -0.0157
Si  0.0515  0.0158  -0.0034
Si  -0.0132  0.0216  -0.0006
Si  0.0569  -0.1003  0.0264
Si  0.0444  -0.0652  -0.0096
Si  0.0018  0.0083  -0.0029
Si  -0.0353  0.0005  -0.0332
Si  0.0143  0.0344  -0.0191
Si  -0.0099  -0.0141  -0.0121
Si  -0.0345  0.0215  -0.01
Si  -0.0073  -0.0011  -0.0068
Si  -0.0115  0.0101  -0.0108
Si  0.014  -0.0244  -0.0056
Si  0.0177  -0.0183  -0.0145
Si  0.0252  -0.0161  -0.0388
Si  0.023  0.0339  -0.0515
Si  -0.0027  -0.0104  -0.0057
Si  -0.0137  -0.0104  -0.0316
Si  0.0384  0.0285  -0.0361
Si  0.0309  -0.0299  0.0007
Si  -0.0294  -0.0228  -0.033
Si  0.0122  0.0102  0.015
Si  0.0586  -0.0044  -0.002
Si  -0.0983  0.0374  -0.0232
Si  -0.0517  0.0322  -0.0226
Si  0.0148  0.0745  -0.0403
Si  0.0366  -0.0175  -0.0215
Si  -0.0371  0.0114  -0.034
Si  -0.0985  0.0334  -0.0031
Si  -0.0113  -0.0184  -0.0952
Si  0.0308  -0.0006  -0.1152
Si  0.0871  0.0059  0.0347
Si  0.0872  0.0587  -0.1705
Si  -0.0061  0.0102  -0.1475
Si  0.0173  -0.0416  -0.0116
Si  0.0456  -0.0165  0.0074
Si  -0.0135  -0.1409  0.0623
Si  0.0196  0.0402  0.0387
P  -0.1268  -0.1878  0.0826
Si  -0.012  0.0039  -0.085
Si  -0.0242  -0.0375  -0.0147
Si  0.0443  0.0503  0.0288
Si  0.0344  0.083  -0.0515
Si  0.023  -0.0022  0.0049
Si  0.0253  0.0284  -0.0395
Si  -0.0487  -0.0132  0.0806
Si  0.0813  0.0572  0.161
Si  -0.0046  0.0077  0.0301
Si  0.0293  0.0892  0.3198
Si  -0.0227  -0.0369  0.0023
Si  0.028  -0.0048  0.0445
Si  -0.0212  -0.0524  0.0218
Si  0.002  -0.0637  0.0517
Si  -0.1687  0.0028  0.3449
Si  -0.0196  0.0802  0.2034
Si  0.0071  0.0329  0.2663
Si  0.0517  0.0026  0.1782
Si  -0.0554  0.031  0.2753
Si  -0.0326  -0.0069  0.2263
Si  0.0895  -0.0462  0.3061
Si  -0.0279  -0.1279  0.4035
O  -0.0284  -0.0124  0.1085
O  -0.0055  -0.0344  0.0922
O  0.0092  -0.0006  0.108
O  0.0127  -0.0039  0.0945
O  0.0266  0.0131  -0.122
O  -0.0156  -0.0154  -0.1291
O  -0.0277  0.053  -0.0697
O  0.0298  0.0458  -0.0395
O  -0.1215  0.0912  -0.3485
O  0.0612  -0.0436  -0.2759
O  -0.1767  0.109  -0.3457
O  0.0938  -0.1729  -0.2969
O  -0.1164  0.2226  -0.3993
O  0.1258  -0.1441  -0.3053
O  0.0764  -0.1406  -0.322
O  -0.1124  0.0626  -0.276
O  0.0953  -0.0846  0.2394
O  -0.0655  0.1099  0.2354
O  0.1077  -0.0876  0.2647
O  -0.0967  0.0871  0.2326
O  -0.1191  0.086  0.2691
O  0.0829  -0.0831  0.2441
O  -0.0916  0.0685  0.2543
O  0.0945  -0.0905  0.2292
Si  0.011  -0.0039  -0.0403
Si  0.0162  -0.0224  0.1932
Si  0.0078  -0.0056  0.1675
Si  0.0082  0.0045  -0.0004
Si  0.0343  -0.017  -0.1601
Si  0.0231  0.0267  0.3656
Si  -0.0073  0.002  -0.3852
Si  0.0046  -0.0051  0.232
Si  -0.0254  -0.0016  0.2011
Si  -0.0306  0.0013  0.327
Si  -0.0071  0.0173  -0.3701
Si  0.0018  -0.0101  0.1358
Si  0.0426  0.1109  0.5907
Si  -0.0082  -0.0373  -0.1531
Si  -0.0097  0.0066  -0.2374
Si  0.0651  -0.0861  0.5764
Si  0.0018  -0.0149  0.1454
Si  0.0099  -0.0029  0.0897
Si  -0.0079  -0.0265  -0.1958
Si  0.0766  0.0208  0.5136
Si  0.0109  -0.0173  -0.015
Si  -0.0154  0.0153  -0.1561
Si  0.0007  -0.0001  0.3455
Si  -0.0094  0.0356  -0.1837
Si  -0.026  0.048  0.3982
Si  -0.012  -0.0148  0.2765
Si  0.0062  0.0077  -0.0132
Si  -0.0258  -0.0507  -0.3849
Si  -0.0267  0.0044  -0.0849
Si  0.0728  0.0839  0.5557
Si  0.0131  0.0245  0.2247
Si  -0.0001  -0.0097  0.1
Si  -0.0119  0.074  0.3877
Si  0.0479  0.0159  0.3586
Si  -0.0006  0.0272  0.1261
Si  0.009  -0.0383  -0.1912
Si  -0.0026  -0.0315  -0.3526
Si  -0.0204  -0.0165  -0.0231
O  -0.0136  0.0034  -0.0751
O  -0.0122  0.0185  0.0331
O  0.0169  0.0306  -0.0391
O  0.0068  -0.001  -0.0187
O  -0.032  0.0248  -0.1282
O  -0.0135  -0.0164  0.036
O  0.0243  -0.0125  -0.0687
O  -0.0068  -0.0033  0.0149
O  -0.037  -0.0068  0.0796
O  0.0012  -0.0242  0.0404
O  0.1001  -0.0319  -0.2149
O  0.0373  0.0342  -0.1639
O  -0.0168  0.0109  -0.0332
O  -0.1028  -0.0259  -0.2387
O  0.0563  0.0585  0.1564
O  -0.0411  0.0218  -0.0952
O  -0.0011  -0.0029  0.0547
O  0.0007  0.0049  0.0162
O  0.0144  -0.0852  -0.134
O  0.0325  -0.0389  -0.1076
O  0.002  -0.0529  0.163
O  -0.0095  0.0055  0.0412
O  0.0151  -0.0074  -0.0339
O  0.0034  0.0116  0.0537
O  -0.0114  -0.0109  0.0465
O  0.0029  0.0027  -0.0336
O  0.0171  -0.0109  0.0494
O  -0.0887  -0.0218  -0.3101
O  0.0073  0.0156  0.0536
O  -0.0154  0.0401  -0.1592
O  0.0286  0.0592  0.1996
O  0.0114  0.0073  -0.3266
O  -0.0169  -0.0627  0.1968
O  0.0053  0.0734  -0.1407
O  -0.0222  0.0038  -0.1114
O  0.0191  0.0069  -0.0758
O  -0.0256  0.0263  -0.1058
O  0.013  -0.0606  -0.1209
O  -0.0037  0.0012  -0.0053
O  -0.0005  0.0577  0.1253
O  -0.0156  -0.0589  -0.1547
O  -0.027  -0.0234  -0.1189
O  0.0192  0.044  0.1815
O  -0.112  -0.0719  -0.2971
O  0.0065  0.0708  -0.1301
O  -0.0304  0.0103  0.0521
O  0.0825  0.0228  -0.3031
O  -0.009  -0.024  -0.0601
O  0.0318  0.0019  -0.1169
O  0.0052  -0.0162  0.0764
O  0.0225  0.0799  -0.1337
O  -0.006  0.005  0.057
O  -0.0014  -0.0931  -0.18
O  0.0015  0.0005  0.0029
O  0.0116  -0.0116  -0.0309
O  -0.0903  -0.0073  -0.2063
O  0.0147  0.0352  -0.0847
O  0.0346  0.042  -0.1315
O  -0.0526  0.0223  0.1826
O  0.004  -0.0088  -0.0139
O  -0.0151  -0.0078  -0.0351
O  -0.0044  -0.0718  0.1391
O  0.0508  -0.0027  0.1042
O  -0.0285  -0.0971  -0.192
O  0.0126  0.0182  -0.0526
O  0.1146  0.0101  -0.2587
O  0.0221  0.0085  0.0315
O  -0.0218  -0.0003  -0.0341

The program warned: the cutoff lies below the one the program advises for these potential files; the exchange-correlation potential is rough where the density is thin.
